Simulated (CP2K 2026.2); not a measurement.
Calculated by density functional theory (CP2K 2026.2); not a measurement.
Periodic cell of 654 atoms, Si398O256, from a study of silicon, its oxide and their interface. The atomic structure is a simulated model.
Doubt: the forces sum to 2.25 eV/angstrom along one axis rather than to zero, so they err by at least 0.0034 eV/angstrom per atom on average; the grid cutoff is modest.

Settings: functional PBE; method Gaussian and plane waves; basis set DZVP-MOLOPT-SR-GTH; pseudopotentials GTH-PBE; grid cutoff 350 Ry, relative cutoff 50 Ry; k points Gamma only; occupations fixed; spin none; net charge 0.

Cell vectors (angstrom)
a 16.4025 0 0
b 0 16.4025 0
c 0 0 42.2654

Atoms: element, x, y, z (angstrom)
Si 0.353 16.001 42.104
Si 2.094 3.51 42.075
Si 16.234 5.695 0.286
Si 2.354 8.689 0.065
Si 0.045 10.797 0.201
Si 2.527 13.692 0.211
Si 5.463 0.438 42.05
Si 9.241 2.562 42.147
Si 5.385 5.189 41.976
Si 7.956 8.431 42.124
Si 5.816 10.751 0.005
Si 8.571 13.395 0.006
Si 11.116 0.022 0.268
Si 13.666 2.95 42.16
Si 11.039 4.701 42.164
Si 13.981 7.852 42.123
Si 10.757 11.242 0.17
Si 13.216 14.151 42.226
Si 1.304 1.488 1.028
Si 3.959 4.152 1.27
Si 1.352 7.01 1.44
Si 4.109 9.662 1.316
Si 1.255 12.305 1.576
Si 4.168 15.167 1.189
Si 7.144 1.467 1.128
Si 9.771 3.946 1.743
Si 6.762 6.759 1.053
Si 9.526 9.558 1.301
Si 6.948 12.313 1.361
Si 9.629 15.035 1.403
Si 12.544 1.403 1.429
Si 14.973 4.154 1.465
Si 12.198 6.686 1.067
Si 14.944 9.471 1.391
Si 12.262 12.492 1.428
Si 15.03 15.087 1.243
Si 0.001 2.719 2.644
Si 2.743 0.121 2.536
Si 16.363 8.266 2.825
Si 2.738 5.564 2.701
Si 16.277 13.72 2.756
Si 2.779 10.99 2.765
Si 5.52 2.746 2.521
Si 8.248 0.025 2.684
Si 5.452 8.137 2.59
Si 8.18 5.459 2.587
Si 5.528 13.771 2.606
Si 8.231 10.921 2.748
Si 11.155 2.609 2.951
Si 13.832 0.032 2.771
Si 10.934 8.132 2.544
Si 13.557 5.502 2.723
Si 10.941 13.746 2.849
Si 13.616 10.963 2.664
Si 1.365 4.126 4.011
Si 4.144 1.412 3.96
Si 1.396 9.619 4.128
Si 4.127 6.864 4.077
Si 1.376 15.114 3.985
Si 4.176 12.394 4.031
Si 6.825 4.109 3.983
Si 9.618 1.308 4.139
Si 6.811 9.522 4.021
Si 9.559 6.823 3.978
Si 6.86 15.076 4.044
Si 9.581 12.304 4.132
Si 12.361 4.129 4.219
Si 15.133 1.405 4.143
Si 12.257 9.539 3.987
Si 14.989 6.833 4.099
Si 12.374 15.106 4.129
Si 14.986 12.286 4.097
Si 0.031 16.389 10.913
Si 2.766 2.737 10.909
Si 0.003 5.47 10.9
Si 2.736 8.207 10.884
Si 0.013 10.929 10.894
Si 2.751 13.676 10.895
Si 5.491 0.003 10.896
Si 8.213 2.752 10.9
Si 5.48 5.476 10.906
Si 8.207 8.206 10.901
Si 5.484 10.942 10.885
Si 8.224 13.677 10.895
Si 10.961 0.001 10.895
Si 13.686 2.733 10.893
Si 10.938 5.476 10.895
Si 13.664 8.206 10.902
Si 10.951 10.928 10.916
Si 13.694 13.655 10.906
Si 1.406 1.352 12.265
Si 4.124 4.104 12.28
Si 1.358 6.848 12.262
Si 4.109 9.574 12.244
Si 1.383 12.3 12.254
Si 4.125 15.034 12.258
Si 6.854 1.375 12.259
Si 9.58 4.119 12.271
Si 6.848 6.842 12.276
Si 9.579 9.561 12.273
Si 6.866 12.298 12.254
Si 9.607 15.032 12.267
Si 12.33 1.362 12.269
Si 15.04 4.098 12.269
Si 12.293 6.84 12.266
Si 15.036 9.568 12.263
Si 12.335 12.283 12.28
Si 15.062 15.014 12.276
Si 0.012 2.703 13.607
Si 2.772 16.391 13.642
Si 16.373 8.194 13.641
Si 2.736 5.48 13.613
Si 0.019 13.638 13.649
Si 2.735 10.924 13.617
Si 5.482 2.718 13.645
Si 8.247 0.027 13.608
Si 5.483 8.23 13.622
Si 8.218 5.482 13.655
Si 5.488 13.655 13.606
Si 8.239 10.947 13.639
Si 10.964 2.753 13.617
Si 13.688 16.375 13.638
Si 10.921 8.183 13.651
Si 13.658 5.473 13.624
Si 10.973 13.652 13.64
Si 13.688 10.913 13.665
Si 1.375 4.077 14.949
Si 4.128 1.346 15.043
Si 1.327 9.59 14.981
Si 4.083 6.88 14.962
Si 1.407 15.003 14.993
Si 4.139 12.263 14.967
Si 6.855 4.089 14.998
Si 9.604 1.402 14.986
Si 6.86 9.593 14.998
Si 9.559 6.847 15.066
Si 6.876 15.039 14.921
Si 9.63 12.282 15.024
Si 12.302 4.12 15.004
Si 15.078 1.323 14.991
Si 12.301 9.528 15.007
Si 14.994 6.828 15.016
Si 12.342 15 15.028
Si 15.071 12.263 15.047
Si 0.024 16.328 16.377
Si 2.698 2.728 16.367
Si 0.002 5.435 16.297
Si 2.713 8.267 16.318
Si 16.398 10.876 16.461
Si 2.761 13.589 16.326
Si 5.553 16.344 16.353
Si 8.258 2.761 16.394
Si 5.439 5.484 16.276
Si 8.177 8.254 16.429
Si 5.543 10.979 16.379
Si 8.248 13.719 16.295
Si 10.964 0.017 16.326
Si 13.735 2.757 16.302
Si 10.919 5.439 16.435
Si 13.574 8.126 16.425
Si 10.989 10.89 16.415
Si 13.711 13.617 16.428
Si 1.398 1.278 17.74
Si 4.056 4.184 17.653
Si 1.317 6.869 17.619
Si 4.09 9.637 17.689
Si 1.43 12.268 17.795
Si 4.249 14.83 17.652
Si 6.935 1.333 17.725
Si 9.52 4.167 17.86
Si 6.712 6.854 17.699
Si 9.588 9.593 17.836
Si 6.949 12.39 17.728
Si 9.565 15.085 17.701
Si 12.393 1.38 17.638
Si 15.101 4.069 17.738
Si 12.232 6.756 17.881
Si 14.91 9.497 17.802
Si 12.376 12.221 17.812
Si 15.142 14.906 17.808
Si 0.062 2.66 19.186
Si 2.828 16.155 18.849
Si 16.333 8.129 19.048
Si 2.712 5.63 19.011
Si 0.015 13.436 19.292
Si 2.911 11.028 19.19
Si 5.401 2.707 18.841
Si 8.259 16.386 19.265
Si 5.315 8.202 19.055
Si 7.974 5.587 19.192
Si 5.611 13.613 19.247
Si 8.324 11.152 19.158
Si 11.046 2.724 19.018
Si 13.82 0.037 18.983
Si 10.721 8.035 19.28
Si 13.756 5.426 19.175
Si 11.015 13.749 18.929
Si 13.586 10.775 19.348
Si 1.275 4.372 20.364
Si 4.182 1.158 20.069
Si 1.366 9.569 20.165
Si 3.458 7.339 20.556
Si 1.569 14.85 20.351
Si 4.811 11.817 20.684
Si 6.5 4.112 20.308
Si 10.147 1.037 20.353
Si 6.862 9.592 20.084
Si 8.817 7.245 20.756
Si 6.481 15.425 20.653
Si 9.629 12.889 20.563
Si 12.63 3.76 20.424
Si 14.82 1.491 20.585
Si 12.108 9.281 20.66
Si 15.359 6.533 20.626
Si 12.317 15.2 20.21
Si 15.439 11.591 20.699
Si 2.421 14.756 23.183
Si 2.44 2.564 22.41
Si 4.948 10.382 25.909
Si 6.232 7.634 25.754
Si 5.44 15.25 23.601
Si 7.368 3.246 22.934
Si 7.611 6.294 23.347
Si 4.89 5.646 22.479
Si 8.617 12.082 24.405
Si 10.821 14.12 28.437
Si 13.628 7.579 22.752
Si 14.603 9.475 25.16
Si 12.854 14.646 23.119
Si 0.409 0.407 22.327
Si 5.123 7.551 34.561
Si 13.437 3.458 25.474
Si 9.609 1.331 23.318
Si 7.605 7.008 28.335
Si 0.432 7.806 26.181
Si 9.301 11.735 27.418
Si 9.688 14.576 23.144
Si 16.181 15.869 26.595
Si 10.636 3.349 25.181
Si 13.927 11.961 23.56
Si 14.771 5.763 26.917
Si 4.72 3.177 24.156
Si 0.425 14.548 30.333
Si 3.42 7.931 26.197
Si 1.395 0.713 28.704
Si 5.928 1.024 25.914
Si 10.1 0.64 29.071
Si 12.102 4.976 23.266
Si 4.178 15.658 27.917
Si 13.547 15.348 27.652
Si 14.853 15.8 31.986
Si 8.591 12.97 29.995
Si 7.914 14.507 39.373
Si 5.712 13.801 30.147
Si 7.251 4.063 29.222
Si 1.424 15.934 32.483
Si 6.041 8.014 30.709
Si 8.43 2.396 27.017
Si 13.972 3.47 31.102
Si 8.41 1.86 31.287
Si 13.175 0.996 29.84
Si 11.002 11.065 22.664
Si 1.553 12.258 28.379
Si 2.28 13.995 26.057
Si 0.221 15.061 39.303
Si 4.884 8.63 37.44
Si 15.842 5.635 29.902
Si 1.698 3.462 33.257
Si 5.638 12.32 23.645
Si 2.326 6.32 34.523
Si 9.246 4.172 32.922
Si 7.415 13.898 34.391
Si 11.538 11.157 34.153
Si 7.746 9.665 37.601
Si 4.518 11.439 28.657
Si 13.805 0.299 25.073
Si 15.245 2.764 33.724
Si 11.887 5.315 32.207
Si 3.636 8.475 29.187
Si 12.944 8.049 27.358
Si 2.41 14.324 34.794
Si 8.481 12.688 37.009
Si 5.17 15.203 39.43
Si 1.306 11.625 35.516
Si 15.872 8.429 31.42
Si 3.18 10.945 37.838
Si 10.921 0.049 35.847
Si 13.063 4.122 37.777
Si 3.792 1.498 32.546
Si 11.987 7.91 30.258
Si 4.849 12.998 33.091
Si 8.727 11.696 32.837
Si 6.545 0.44 33.427
Si 13.643 0.157 34.61
Si 1.723 3.602 30.154
Si 0.721 9.34 28.955
Si 8.029 1.425 35.883
Si 2.722 15.84 37.662
Si 13.01 9.15 32.719
Si 15.515 9.983 36.241
Si 4.646 3.866 30.844
Si 2.548 8.444 39.343
Si 3.68 4.39 39.704
Si 10.149 8.656 28.006
Si 9.157 4.229 35.955
Si 5.972 10.17 32.9
Si 6.387 5.626 32.687
Si 10.792 2.422 37.848
Si 15.012 0.258 37.289
Si 13.505 4.951 34.934
Si 13.347 11.361 37.881
Si 0.676 8.974 34.122
Si 1.829 5.036 37.215
Si 0.021 7.482 37.934
Si 9.196 7.231 36.639
Si 4.103 12.477 40.306
Si 11.743 8.48 35.417
Si 5.892 2.801 40.359
Si 9.493 8.233 39.459
Si 8.193 1.098 38.838
Si 15.06 12.6 40.186
Si 0.922 2.018 37.535
Si 14.964 2.397 39.231
Si 12.212 9.539 40.178
Si 13.57 6.854 37.201
Si 11.371 13.205 36.207
O 1.578 14.903 41.847
O 16.288 16.158 40.496
O 0.879 4.65 41.738
O 5.821 16.108 40.608
O 15.184 6.723 41.667
O 2.68 5.617 35.958
O 3.002 8.231 40.882
O 16.154 6.932 30.837
O 1.168 9.75 41.826
O 14.026 10.402 36.728
O 5.275 11.529 40.921
O 2.832 12.49 41.333
O 4.933 1.895 41.376
O 2.709 3.371 40.548
O 6.444 4.052 41.304
O 4.938 3.452 39.187
O 8.607 5.736 36.294
O 4.342 5.552 40.694
O 8.597 7.753 40.738
O 11.002 8.483 39.973
O 9.56 7.143 38.242
O 6.877 9.615 41.643
O 9.675 12.283 41.684
O 7.858 13.998 40.914
O 10.189 1.207 41.747
O 12.1 15.322 41.656
O 0.198 2.26 39.007
O 14.535 2.445 40.812
O 12.443 3.945 41.657
O 9.779 3.941 41.226
O 14.816 7.267 38.178
O 13.49 8.681 40.756
O 11.764 10.643 41.284
O 15.603 11.456 41.208
O 13.827 13.438 40.866
O 16.245 11.433 36.186
O 2.12 4.014 21.757
O 0.098 5.384 20.893
O 5.432 0.293 20.669
O 3.871 15.534 23.185
O 2.358 8.518 21.028
O 15.963 6.433 26.018
O 6.225 6.582 22.546
O 3.697 6.653 22.046
O 0.788 16.232 20.845
O 2.232 14.077 21.695
O 5.809 10.507 21.013
O 4.824 12.463 22.223
O 5.191 4.672 21.182
O 7.611 3.389 21.329
O 11.214 16.257 20.859
O 9.94 1.791 21.804
O 7.867 8.6 20.993
O 11.103 9.599 21.971
O 7.652 4.682 23.684
O 8.871 6.667 22.357
O 7.212 11.841 23.603
O 6.47 15.146 22.318
O 9.124 14.069 21.664
O 10.776 12.073 21.417
O 11.9 4.444 21.746
O 12.435 6.571 23.233
O 13.672 2.611 21.034
O 15.228 0.759 22.057
O 11.941 3.469 26.168
O 14.969 6.796 22.239
O 11.277 14.311 23.331
O 13.143 14.544 21.511
O 14.836 11.909 22.211
O 0.279 10.498 21.073
O 1.095 15.73 23.364
O 3.315 1.715 21.341
O 2.472 13.71 24.451
O 4.646 4.811 23.893
O 6.524 6.813 27.13
O 6.193 9.283 25.947
O 4.878 11.179 24.506
O 5.564 13.796 24.354
O 1.025 1.852 22.72
O 5.884 0.029 24.626
O 8.229 2.102 23.663
O 7.423 7.2 24.707
O 13.351 4.224 24.028
O 7.895 5.564 29.059
O 8.968 13.674 24.301
O 8.267 12.177 28.594
O 8.524 11.669 25.98
O 10.11 13.625 29.847
O 13.796 1.91 25.201
O 5.217 0.289 27.189
O 13.379 6.604 26.724
O 14.582 11.071 24.776
O 14.753 4.82 30.751
O 13.191 16.144 23.675
O 3.232 2.633 23.831
O 3.573 7.612 27.796
O 6.645 6.835 31.638
O 3.538 9.557 26.019
O 3.629 14.568 26.803
O 5.179 2.481 25.581
O 9.559 1.72 27.973
O 5.838 2.698 23.074
O 7.362 3.339 27.781
O 12.421 11.383 23.368
O 16.165 8.991 25.269
O 7.347 14.042 30.202
O 4.485 7.636 30.298
O 11.371 10.079 35.406
O 9.377 16.137 23.449
O 12.472 14.306 28.34
O 15.394 16.349 25.246
O 14.761 4.238 34.216
O 15.107 14.859 27.382
O 10.262 5.178 32.147
O 4.665 7.245 25.358
O 13.855 9.201 26.604
O 9.769 11.145 23.72
O 13.273 8.342 21.347
O 1.549 2.217 29.302
O 12.94 15.911 26.232
O 0.638 16.016 29.644
O 15.31 14.532 31.01
O 4.484 9.854 28.992
O 1.952 7.475 25.67
O 13.765 13.552 23.94
O 2.9 0.132 28.422
O 7.708 4.692 32.806
O 2.348 11.774 36.744
O 2.58 0.561 31.966
O 10.724 1.902 24.378
O 9.104 0.702 30.368
O 9.252 3.393 26.015
O 11.558 0.997 29.695
O 10.736 4.612 24.12
O 7.507 1.271 26.275
O 4.943 14.89 29.164
O 13.705 0.247 31.19
O 1.728 12.666 26.807
O 14.142 15.511 33.448
O 0.779 10.844 28.357
O 11.38 8.303 26.988
O 7.468 10.741 33.281
O 16.297 0.139 32.352
O 6.026 13.117 34.2
O 5.022 11.505 27.095
O 6.079 9.458 31.442
O 3.086 2.614 33.553
O 3.653 7.107 33.998
O 5.54 12.281 29.575
O 4.185 10.023 36.944
O 8.687 13.4 38.467
O 9.99 12.396 36.503
O 1.31 3.303 31.69
O 7.18 15.373 33.743
O 9.759 4.201 34.459
O 13.726 2.524 29.806
O 15.173 5.935 28.464
O 10.173 15.622 28.246
O 13.801 0.258 28.559
O 2.815 14.956 36.272
O 13.885 8.635 23.958
O 9.878 10.257 27.812
O 0.728 13.342 29.286
O 1.1 15.078 26.17
O 3.058 12.099 28.97
O 1.49 14.546 31.59
O 6.447 14.579 38.649
O 4.205 15.936 38.345
O 7.579 0.85 37.342
O 11.307 1.059 37.084
O 12.441 5.433 33.774
O 0.767 4.768 29.56
O 7.971 3.101 30.314
O 4.525 2.297 31.317
O 5.114 4.732 32.162
O 14.511 4.219 26.438
O 3.598 13.693 33.869
O 1.321 13.097 34.837
O 7.003 8.083 29.399
O 8.199 8.541 36.468
O 7.218 1.104 32.102
O 6.124 6.331 34.137
O 1.853 5.068 33.578
O 12.089 9.089 31.373
O 10.542 8.177 29.528
O 5.692 4.145 29.636
O 9.358 2.62 32.392
O 8.613 13.158 33.571
O 5.114 13.82 31.685
O 9.401 0.586 35.424
O 10.445 12.941 27.34
O 12.001 0.274 34.629
O 0.449 2.743 34.045
O 14.889 2.639 32.148
O 12.731 5.713 38.031
O 2.122 8.855 29.656
O 12.519 3.908 31.681
O 15.968 9.389 30.102
O 0.407 8.301 27.738
O 1.716 15.587 34.044
O 0.379 0.77 27.406
O 8.558 16.015 39.41
O 1.758 15.099 38.754
O 8.039 3.056 36.07
O 2.822 5.072 38.51
O 0.015 8.923 37.131
O 0.616 8.861 32.504
O 3.218 4.249 30.167
O 8.82 9.605 38.836
O 2.315 9.996 38.853
O 11.067 14.838 36.264
O 4.915 0.532 33.252
O 7.763 13.76 35.991
O 10.324 3.712 36.955
O 12.076 3.093 38.591
O 10.425 7.521 35.595
O 5.152 7.642 36.187
O 13.083 8.039 29.009
O 12.845 10.695 33.263
O 10.164 11.068 33.269
O 4.833 11.369 32.815
O 5.529 9.022 33.979
O 14.243 1.132 38.449
O 6.867 1.269 34.781
O 14.37 1.602 34.446
O 14.07 16.053 36.115
O 12.204 6.52 31.122
O 12.64 8.113 36.75
O 14.465 8.624 32.212
O 15.573 9.288 34.751
O 15.672 15.365 38.014
O 3.924 12.035 38.76
O 1.363 3.482 36.951
O 2.213 1.001 37.51
O 4.413 14.057 40.262
O 1.203 7.515 34.675
O 1.595 10.295 34.568
O 0.536 6.046 37.314
O 6.291 9.114 38.131
O 3.834 7.894 38.46
O 1.089 7.713 39.154
O 7.13 1.971 39.722
O 7.7 11.228 37.081
O 11.818 12.674 34.718
O 8.658 11.915 31.227
O 12.471 8.201 33.965
O 8.884 7.715 27.618
O 14.53 3.775 38.426
O 9.564 1.979 38.814
O 16.171 1.248 36.641
O 16.319 13.57 39.852
O 12.449 10.354 38.791
O 12.974 3.926 36.13
O 14.095 6.234 35.77
O 12.494 12.633 37.272
O 14.544 11.947 38.8
Si 0.075 0.016 5.467
Si 2.769 2.764 5.37
Si 0.001 5.463 5.424
Si 2.755 8.22 5.45
Si 0.003 10.969 5.459
Si 2.749 13.732 5.375
Si 5.473 0.039 5.391
Si 8.206 2.751 5.392
Si 5.488 5.464 5.408
Si 8.21 8.187 5.392
Si 5.486 10.951 5.398
Si 8.204 13.696 5.444
Si 10.98 16.396 5.518
Si 13.746 2.75 5.512
Si 10.9 5.496 5.448
Si 13.632 8.227 5.429
Si 10.948 10.903 5.436
Si 13.677 13.675 5.475
Si 1.434 1.404 6.796
Si 4.115 4.112 6.779
Si 1.377 6.836 6.787
Si 4.124 9.595 6.791
Si 1.398 12.35 6.778
Si 4.118 15.07 6.771
Si 6.844 1.39 6.776
Si 9.555 4.105 6.798
Si 6.85 6.831 6.774
Si 9.561 9.555 6.789
Si 6.844 12.307 6.789
Si 9.582 15.028 6.834
Si 12.348 1.383 6.847
Si 15.087 4.12 6.855
Si 12.282 6.855 6.807
Si 15.03 9.579 6.797
Si 12.304 12.287 6.811
Si 15.078 15.044 6.81
Si 0.054 2.738 8.189
Si 2.77 0.02 8.166
Si 0.002 8.203 8.153
Si 2.749 5.473 8.157
Si 0.032 13.679 8.173
Si 2.75 10.963 8.148
Si 5.479 2.748 8.154
Si 8.209 0.02 8.161
Si 5.485 8.206 8.146
Si 8.2 5.475 8.164
Si 5.476 13.686 8.145
Si 8.211 10.937 8.159
Si 10.943 2.75 8.169
Si 13.711 16.401 8.189
Si 10.924 8.212 8.177
Si 13.672 5.487 8.169
Si 10.948 13.653 8.185
Si 13.678 10.937 8.177
Si 1.401 4.112 9.552
Si 4.132 1.378 9.535
Si 1.378 9.579 9.508
Si 4.117 6.841 9.523
Si 1.398 15.049 9.528
Si 4.118 12.318 9.522
Si 6.839 4.111 9.531
Si 9.582 1.378 9.537
Si 6.847 9.568 9.523
Si 9.566 6.837 9.534
Si 6.85 15.042 9.522
Si 9.581 12.289 9.544
Si 12.312 4.111 9.536
Si 15.079 1.367 9.548
Si 12.304 9.572 9.535
Si 15.039 6.846 9.537
Si 12.329 15.025 9.538
Si 15.06 12.302 9.528

Results
total energy: -154802.422 eV
total energy less fixed offsets of O -438.35, Si -107.03 eV per atom: 13.118 eV

Forces (eV/angstrom) on atoms 72 to 356 of the 654, counted in the order above; the others are left out for length: element, x, y, z
Si -0.018 0.05 0.018
Si 0.019 0.004 0.012
Si -0.002 0.008 0.001
Si 0.009 0.013 -0.002
Si 0.037 0 -0.01
Si 0.001 -0.013 0.008
Si -0.011 0.013 -0.006
Si 0.005 0.002 -0.003
Si -0.021 -0.003 0.003
Si 0.009 -0.031 -0.002
Si 0.006 0.004 0.008
Si -0.007 0.007 -0.003
Si -0.018 -0.013 -0.003
Si 0.005 -0.016 -0.007
Si 0.016 0.004 -0.004
Si 0.006 0.009 0.006
Si -0.005 0.014 0.009
Si 0.004 -0.015 0.012
Si 0.01 0.004 0.004
Si -0.002 0.026 -0.011
Si -0.009 0.011 -0.012
Si -0.021 -0.039 0
Si -0.028 -0.021 -0.003
Si 0.019 0.015 0.003
Si 0.02 0.01 -0.008
Si 0 -0.01 -0.025
Si 0.03 0.019 -0.007
Si -0.002 0.018 -0.002
Si 0.005 -0.01 0.004
Si -0.015 0.005 0.005
Si 0.013 0.033 0
Si -0.021 -0.016 -0.003
Si -0.034 -0.044 0.005
Si 0.012 -0.029 -0.008
Si 0.004 0.007 0
Si -0.021 0.022 0.001
Si -0.003 -0.002 0.007
Si 0.067 -0.021 -0.016
Si -0.042 0.003 0.044
Si 0.016 0.043 0.007
Si 0.013 -0.016 -0.009
Si -0.008 -0.017 0.006
Si 0.028 0.005 -0.027
Si 0.04 -0.03 0.045
Si -0.042 -0.007 -0.011
Si -0.029 0.003 -0.007
Si -0.022 -0.023 0.019
Si -0.015 0.031 -0.027
Si -0.008 -0.038 -0.001
Si -0.018 -0.028 -0.006
Si 0.015 0.054 0.013
Si -0.018 0.035 -0.004
Si -0.015 0.059 -0.003
Si 0.054 -0.012 0.022
Si 0.029 -0.047 0.008
Si -0.074 0.003 0.022
Si 0.01 0.031 0.026
Si 0.023 -0.053 -0.025
Si -0.006 0.027 -0.014
Si 0.066 0.075 0.014
Si -0.031 -0.037 0.016
Si -0.015 0.001 0.024
Si 0.079 0.018 0.008
Si 0.037 0.027 0.016
Si 0.05 -0.01 0.109
Si 0.018 0.042 0.009
Si -0.038 0.031 0.04
Si 0.013 -0.058 0.051
Si -0.059 -0.002 0.024
Si 0.006 0.001 0.059
Si -0.03 -0.104 0.01
Si -0.052 -0.052 0.036
Si 0.043 0.038 0.039
Si 0.098 -0.01 0.032
Si 0.049 -0.006 -0.007
Si 0.005 -0.01 0.14
Si -0.012 -0.034 0.063
Si -0.068 -0.005 0.126
Si -0.049 -0.01 0.013
Si 0.133 -0.066 0.094
Si -0.096 0.019 0.053
Si 0.085 -0.029 0.013
Si -0.095 -0.014 0.067
Si -0.136 0.012 0.066
Si 0.049 -0.05 0.095
Si -0.025 0.111 0.135
Si 0.009 -0.053 0.111
Si -0.049 0.078 -0.047
Si 0.05 0.129 0.058
Si 0.003 -0.092 0.042
Si -0.003 0.025 -0.035
Si -0.255 0.064 0.005
Si -0.046 0.141 -0.082
Si -0.049 -0.063 -0.152
Si 0.049 0.054 -0.132
Si 0.115 0.087 0.001
Si 0.149 -0.009 -0.111
Si 0.013 -0.208 -0.037
Si -0.095 -0.06 0.127
Si -0.099 0.026 -0.151
Si 0.158 0.088 0.075
Si 0.007 0.007 -0.097
Si -0.126 0.181 -0.149
Si 0.037 -0.016 -0.287
Si 0.13 -0.04 0.106
Si 0.041 -0.003 0.093
Si -0.109 0.018 -0.116
Si 0.094 -0.2 0.057
Si 0.093 -0.002 0.039
Si -0.004 0.012 0.403
Si -0.064 -0.014 0.147
Si -0.015 -0.188 0.301
Si -0.111 -0.043 0.344
Si -0.041 -0.129 0.129
Si 0.038 -0.154 0.289
Si -0.032 0.019 0.171
Si 0.132 0.164 0.279
Si -0.198 -0.173 0.33
Si 0.041 -0.106 0.278
Si -0.024 0.07 0.332
Si 0.122 0.217 0.145
Si 0.077 -0.036 0.167
Si -0.07 0.132 0.324
Si -0.182 0.077 0.201
Si 0.074 -0.022 0.333
Si -0.037 0.163 0.117
Si -0.007 0.007 0.138
Si 0.025 -0.024 -0.236
Si -0.122 0.097 0.085
Si 0.048 0.091 0.174
Si 0.169 0.099 -0.277
Si -0.074 -0.11 -0.184
Si -0.064 0.127 -0.086
Si 0.098 -0.141 -0.209
Si -0.332 0.085 0.088
Si 0.028 0.006 0.451
Si 0.118 -0.125 0.106
Si -0.024 -0.073 0.129
Si 0.148 -0.368 -0.247
Si -0.014 0.123 0.092
Si -0.049 0.162 -0.176
Si -0.029 -0.087 -0.357
Si -0.057 -0.127 -0.322
Si 0.239 0.024 0.081
Si 0.041 -0.012 0.118
Si 0.184 -0.02 0.229
Si 0.225 -0.028 0.029
Si 0.088 -0.149 -0.125
Si -0.042 0.137 -0.25
Si 0.098 0.062 0.09
Si 0.065 0.019 0.102
Si 0.079 0.056 0.148
Si 0.112 -0.014 0.158
Si -0.142 0.108 0.057
Si 0.137 -0.023 -0.218
Si 0.091 0.006 0.164
Si 0.144 0.043 -0.053
Si -0.019 0.185 0.115
Si -0.122 -0.039 0.065
Si -0.09 0.092 0.315
Si -0.153 -0.045 0.027
Si 0.238 0.016 0.136
Si -0.124 -0.051 -0.227
Si 0.108 0.106 -0.226
Si -0.023 0.027 -0.31
Si 0.011 -0.047 0.298
Si -0.146 0.006 -0.249
Si 0.03 0.014 0.012
Si 0.13 -0.024 0.212
Si -0.047 -0.219 -0.317
Si 0.248 -0.111 0.189
Si 0.185 -0.098 -0.141
Si 0.024 0.033 -0.204
Si 0.011 -0.143 -0.261
Si -0.072 0.128 -0.106
Si -0.053 0.019 -0.339
Si 0.014 -0.235 0.311
Si 0.026 -0.006 -0.327
Si -0.076 -0.115 -0.318
Si 0.099 -0.026 0.034
Si -0.033 -0.001 -0.141
Si 0.015 -0.092 -0.153
Si -0.111 -0.003 -0.188
Si 0.11 -0.042 -0.306
Si 0.073 -0.167 0.233
Si -0.066 -0.046 -0.148
Si -0.029 -0.037 -0.287
Si 0.029 -0.013 -0.033
Si 0.049 0.064 -0.031
Si 0.009 -0.097 -0.189
Si -0.181 -0.007 0.378
Si 0.09 0.017 -0.252
Si 0.004 0 -0.037
Si -0.038 0.192 -0.164
Si 0.053 0.225 -0.014
Si 0.018 0.026 -0.183
Si 0.03 0.05 0.249
Si 0.062 -0.061 0.09
Si -0.009 -0.017 0.278
Si 0.001 -0.023 0.18
Si 0.019 -0.044 0.3
Si -0.002 0.153 0.249
Si -0.109 0.084 -0.058
Si -0.08 -0.101 -0.38
Si -0.115 0.125 0.028
Si -0.009 0.035 0.298
Si 0.037 0.101 0.126
Si -0.068 -0.005 -0.292
Si 0.029 0.09 -0.272
Si -0.061 0.002 0.361
Si -0.088 -0.148 0.177
Si -0.113 0.072 -0.316
Si -0.035 0.035 0.106
Si -0.027 0.138 0.033
Si -0.093 -0.317 -0.205
Si -0.015 -0.047 0.176
Si 0.071 -0.024 0.104
Si 0.018 0.017 0.183
Si -0.022 -0.046 -0.232
Si -0.014 0.042 0.072
Si -0.034 0.094 0.14
Si 0.05 0.042 0.238
Si 0.024 -0.012 0.249
Si -0.043 -0.078 0.011
Si 0.088 0.014 -0.236
Si 0.083 -0.038 0.12
Si -0.246 0.099 -0.018
Si 0.048 0.058 0.254
Si -0.136 0.063 0.253
Si 0.116 -0.035 -0.021
Si -0.06 0.084 -0.366
Si -0.074 0.149 -0.033
Si -0.045 0.034 -0.23
Si -0.097 0.02 0.227
Si -0.027 -0.022 0.076
Si -0.052 0.11 0.117
Si 0.005 -0.037 0.033
Si 0.137 0.066 -0.023
Si -0.021 -0.021 0.275
Si -0.065 0.152 -0.192
Si -0.03 0.101 0.255
Si -0.153 -0.136 0.126
Si -0.019 -0.01 -0.126
Si -0.148 0.151 0.039
Si 0.007 -0.144 -0.024
Si -0.017 0.056 0.114
Si -0.252 0.103 0.084
Si -0.236 0.316 -0.338
Si 0.016 -0.1 -0.27
Si 0.014 0.073 0.191
Si -0.026 -0.061 -0.096
Si -0.045 0.099 -0.171
Si 0.059 0.224 0.14
Si 0.105 0.006 0.04
Si -0.048 0.192 0.23
O -0.083 -0.04 0.185
O 0.154 -0.038 0.304
O 0.018 -0.333 0.231
O -0.04 0.096 0.013
O 0.121 0.17 0.283
O 0.019 0.216 -0.246
O -0.002 -0.301 -0.029
O -0.014 -0.231 -0.224
O 0.39 -0.204 0.313
O -0.235 0.137 -0.229
O 0.076 0.168 0.058
O -0.139 -0.135 -0.014
O 0.267 -0.227 0.174
O 0.106 -0.114 -0.057
O -0.053 0.014 0.044
O 0.165 -0.223 -0.047
O 0.215 -0.167 -0.319
O 0.281 0.02 -0.118
O 0.099 0.016 0.324
O 0.22 -0.52 0.123
O 0.182 -0.007 -0.002
O -0.163 0.031 0.426
O -0.108 0.082 0.351
O -0.076 0.204 0.295
O -0.595 0.207 -0.261
O 0.334 -0.232 0.589
O -0.092 -0.057 0.198
O -0.238 0.153 0.368
O -0.158 0.063 -0.185
O 0.206 -0.353 -0.443
